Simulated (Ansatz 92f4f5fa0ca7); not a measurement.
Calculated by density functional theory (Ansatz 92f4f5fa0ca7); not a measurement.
Periodic cell of 122 atoms, Si78O44, from a study of silicon, its oxide and their interface. The atomic structure is a simulated model.

Settings
functional: r2SCAN
potential files: Ansatz norm-conserving
basis: plane waves
wave-function cutoff: 1300 eV
density cutoff ratio: 4
exchange-correlation grid ratio: 1
k mesh: 2 x 2 x 1, shifted by 0.5 0.5 0.5 of a step
self-consistency stop: 5e-08 eV per atom in the density residual
occupations: Fermi-Dirac, 0.05 eV
spin: none
net charge: 0

Cell vectors (angstrom)
a	10.88	0	0
b	0	10.88	0
c	0	0	18.3147

Atoms and the computed forces on them: element, x, y, z (angstrom), force x, y, z (eV/angstrom)
Si	-0.4193	0.2952	0.2002	-0.3223	-1.0189	0.0704
Si	2.4301	2.7794	-0.358	-0.0081	-0.2439	-0.2895
Si	-0.7743	4.6562	1.3984	-0.105	0.2846	-0.1599
Si	1.3247	7.1767	-0.6442	0.1773	-0.0055	0.5897
Si	5.5609	-1.2401	-1.2071	0.263	-0.338	-0.6878
Si	8.8791	1.8199	-0.3456	0.2102	0.6616	-0.3561
Si	5.9223	5.409	-0.1894	-0.1055	-0.0559	-0.1432
Si	7.9865	8.2624	0.3106	0.2526	0.5031	-0.0186
Si	1.3998	1.3424	1.2241	0.0114	0.2784	0.0905
Si	4.0824	4.1458	0.9888	0.0599	-0.1051	-0.0935
Si	0.8089	6.5179	1.543	0.0482	-0.2227	0.0227
Si	4.7259	10.0061	1.0347	0.1643	0.1295	0.4602
Si	6.7699	1.4277	1.7831	0.6039	0.2042	-0.7085
Si	10.2702	3.6384	-0.8352	0.059	0.0416	0.6498
Si	6.7956	6.7476	1.5165	-0.1123	-0.172	0.086
Si	9.3596	9.666	1.574	0.0419	-0.2355	0.0145
Si	0.1311	2.8248	2.6597	-0.3375	-0.0172	-0.1102
Si	2.8444	-0.0029	2.4656	0.0938	-0.0755	-0.1018
Si	-0.1261	8.2298	2.8317	-0.167	-0.0682	0.0347
Si	2.7429	5.5001	2.5391	0.0308	0.2848	-0.0354
Si	5.3013	2.8848	2.7225	-0.4069	0.3778	0.2554
Si	8.1517	0.087	3.0273	0.3622	-0.1762	0.1851
Si	5.4769	8.258	2.6534	-0.2982	0.1583	-0.0607
Si	8.2396	5.45	2.775	0.4395	-0.2075	0.016
Si	1.4739	4.1547	4.0151	0.1481	-0.0844	0.0745
Si	4.0123	1.3666	4.0273	0.1253	-0.1624	0.0865
Si	1.4046	9.6185	3.9603	-0.1031	-0.143	-0.0045
Si	4.0385	6.9156	3.9948	0.0407	-0.1492	-0.0183
Si	6.7775	4.1297	4.1347	0.0704	0.1842	-0.015
Si	9.5993	1.4982	4.1335	0.0662	0.0698	-0.2288
Si	6.8305	9.4403	4.1823	0.0596	0.2644	0.0565
Si	9.4836	6.8355	4.236	-0.0095	-0.0415	-0.1242
Si	0.0922	0.1319	5.4456	-0.0161	0.118	-0.1034
Si	2.6499	2.7319	5.4068	0.0388	0.1317	-0.1323
Si	0.0447	5.4207	5.4418	-0.0886	-0.2221	0.0078
Si	2.6397	8.2355	5.3761	-0.1936	0.0445	0.0003
Si	5.3954	-0.0787	5.3984	-0.0204	-0.0131	0.0291
Si	8.0784	2.6438	5.4854	0.1627	0.0503	0.2273
Si	5.4285	5.5861	5.4788	0.1376	0.2673	-0.0068
Si	8.2151	8.1996	5.6217	-0.0809	0.0069	0.011
Si	1.3611	1.4754	6.9218	-0.0222	-0.0629	0.0287
Si	4.0789	4.033	6.6918	0.1112	-0.1399	-0.2063
Si	1.3243	6.8663	6.8031	0.0502	0.1686	-0.1799
Si	3.9813	9.5502	6.8044	0.0138	-0.2408	0.306
Si	6.654	1.218	6.8852	0.0466	-0.171	-0.1721
Si	9.6209	3.882	6.7437	-0.0522	-0.0048	-0.0748
Si	6.8442	6.9144	7.0049	-0.131	-0.1117	-0.1752
Si	9.5494	9.7313	6.8521	0.1068	-0.0736	-0.1549
Si	-0.1331	2.5578	8.4327	-0.2592	-0.0344	-0.0922
Si	3.0639	0.422	8.1232	0.0081	0.3163	-0.4548
Si	0.1803	8.5	8.1521	-0.5435	0.1388	-0.0673
Si	2.7747	5.4386	7.9808	0.5684	0.3368	0.1528
Si	5.0441	2.4284	8.1396	-0.0295	0.1192	-0.382
Si	7.8251	-0.352	8.3397	0.1011	0.0633	0.2944
Si	6.5836	8.2116	9.1036	-0.3099	-0.1863	-0.1852
Si	8.156	5.2318	7.8484	0.3013	0.0407	-0.5323
Si	1.1367	4.3824	9.3353	-0.3209	0.3591	0.952
Si	4.677	0.3133	10.7248	0.1569	-0.1232	0.7453
Si	1.8652	9.6827	9.3856	0.6038	-0.2631	0.2013
Si	4.2827	8.0221	8.7355	0.1252	0.1597	-0.0388
Si	6.7646	3.8036	9.113	0.2137	0.0319	1.0095
Si	8.6824	1.379	9.9126	-0.3506	0.2938	0.165
Si	7.0904	6.3613	10.7304	0.4851	-0.477	0.5783
Si	9.5356	6.35	9.3535	-0.2362	-0.2911	0.8787
Si	1.7087	10.6423	11.4723	0.2693	0.0312	0.7107
Si	6.3258	-5.6809	13.4287	-0.4118	0.1046	-0.0234
Si	14.8444	-3.6914	16.5749	0.0122	-0.1811	-0.4118
Si	-1.9968	1.0943	13.0949	0.0064	0.1677	-0.0675
Si	2.0969	14.7291	12.3478	0.0365	-0.047	0.1481
Si	0.645	2.128	12.9279	0.12	0.1001	0.207
Si	-1.193	6.9709	16.4719	-0.1236	-0.4168	-0.2039
Si	4.8683	2.555	12.7154	-0.0806	-0.0952	-0.0855
Si	4.3093	2.5853	15.5677	0.0629	0.1501	-0.1408
Si	0.1742	9.4053	16.0136	0.3131	0.4611	-0.1934
Si	3.4697	16.2741	14.4488	-0.0186	-0.001	-0.2751
Si	11.3694	10.4957	14.0095	-0.1366	-0.1431	0.1775
Si	6.9121	1.1989	15.5921	0.0594	0.3224	0.3028
Si	8.2362	5.2099	16.037	-0.2054	-0.4223	0.0838
O	-0.3276	-0.2437	-1.3703	0.2455	-0.3016	-0.0566
O	5.2523	-4.6154	-1.4212	-0.2137	0.0935	-0.0253
O	13.8299	6.9437	-0.4949	-0.1696	0.1599	-0.3297
O	3.3469	2.0172	-1.5578	-0.2452	0.2099	0.3683
O	4.5124	8.6764	-2.0222	0.1636	0.0056	0.2063
O	-1.6238	7.4584	-0.3461	-0.0175	0.0602	-0.5651
O	1.3054	8.6664	-1.3677	-0.3675	-0.4061	0.1518
O	-0.9723	13.2895	-5.1671	-0.0686	-0.5726	-0.1232
O	7.2827	4.8435	-0.9607	-0.1033	0.1482	-0.2825
O	8.1706	1.3261	-1.7294	-0.2332	-0.1169	0.0009
O	7.7448	2.2942	0.7393	-0.4009	-0.3961	0.2039
O	15.1422	1.8824	-4.2236	0.1455	0.1972	0.0432
O	9.4713	4.1191	-2.197	-0.0647	0.2888	-0.2949
O	13.1347	5.072	-4.8971	0.3957	-0.0514	0.0334
O	5.985	10.794	-2.3135	-0.0849	-0.3396	0.4017
O	3.3194	0.1034	-6.6627	-0.4991	-0.0049	-0.2263
O	1.5227	4.3037	10.9315	-0.0212	0.0181	-0.5849
O	0.1	5.652	9.4075	-0.085	-0.1322	-0.1063
O	3.587	3.275	12.0301	0.1242	0.0652	0.0537
O	3.9571	6.3901	8.7102	-0.2212	0.4475	-0.2699
O	-0.9985	7.9457	9.2193	0.4445	-0.3284	-0.3507
O	3.1118	8.6025	9.7467	-0.3116	0.1078	-0.2743
O	1.0452	3.4398	17.2663	0.0204	-0.0494	0.1406
O	7.8134	2.7801	9.8932	-0.0841	-0.3716	-0.2087
O	4.8653	5.8113	13.7642	-0.0896	-0.26	0.1845
O	8.5542	0.8813	11.4951	0.2365	0.2069	-0.1779
O	3.7663	4.1129	15.4079	0.1319	0.0078	-0.0628
O	8.7269	6.1769	10.7651	0.0058	0.1715	-0.4155
O	3.0651	6.691	15.3055	0.2831	0.0929	0.4529
O	6.822	6.2832	12.3388	-0.0802	-0.0845	-0.3071
O	6.3217	-5.8758	10.1677	0.007	0.1204	0.06
O	5.8913	0.3331	19.242	-0.3492	0.0234	0.1938
O	-4.8279	3.6432	12.9973	-0.031	0.0813	-0.0803
O	-3.338	1.1888	14.0599	0.1109	-0.0051	0.0639
O	-4.9711	2.4764	15.9072	-0.0749	-0.1551	-0.1059
O	5.4348	12.325	11.6804	-0.0743	0.061	-0.1513
O	7.3855	5.1698	14.6591	-0.0002	-0.0638	0.1103
O	0.8623	1.1845	11.5635	0.0191	-0.3264	0.0347
O	1.143	1.1406	14.1613	-0.4749	-0.3201	-0.3428
O	0.2958	6.2612	16.7438	0.0908	0.6391	-0.2219
O	-0.9634	8.302	15.545	0.1407	-0.1016	0.679
O	9.7723	-0.1749	13.599	0.2224	0.1383	0.0027
O	6.9966	-1.9923	17.4554	-0.2327	0.1559	0.0905
O	12.1348	9.7205	12.778	-0.0254	0.7074	-0.3012

Results
free energy: -29604.994 eV
free energy less fixed offsets of O -463.61, Si -117.95 eV per atom: -6.054 eV
pressure: -1.50 GPa
stress xx, yy, zz, yz, xz, xy (GPa, positive in tension): 2.23, 0.89, 1.39, -0.7, -0.7, 1.56
